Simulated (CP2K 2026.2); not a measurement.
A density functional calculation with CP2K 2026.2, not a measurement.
Periodic cell of 504 atoms, Si360O144, from a study of silicon, its oxide and their interface. The atomic structure is a simulated model.
Doubt: the forces sum to 1.44 eV/angstrom along one axis rather than to zero, so they err by at least 0.0029 eV/angstrom per atom on average; the grid cutoff is modest.

Settings: functional PBE; method Gaussian and plane waves; basis set DZVP-MOLOPT-SR-GTH; pseudopotentials GTH-PBE; grid cutoff 350 Ry, relative cutoff 50 Ry; k points Gamma only; occupations fixed; spin none; net charge 0.

Cell vectors (angstrom)
a 16.32 0 0
b 0 16.32 0
c -7.7236 4.4891 33.5601

Atoms and the computed forces on them: element, x, y, z (angstrom), force x, y, z (eV/angstrom)
Si 1.112 15.181 0.021 0.103 -0.179 0.796
Si 4.366 0.921 0.118 -0.097 0.193 0.744
Si -6.701 8.861 33.247 0.291 -0.201 0.701
Si 3.929 7.113 0.077 0.101 -0.264 0.798
Si 1.593 9.25 0.011 -0.199 0.335 0.761
Si 4.387 12.069 0.393 -0.166 -0.047 0.695
Si 6.581 15.049 0.335 0.145 -0.064 0.793
Si 9.254 1.423 0.015 0.305 -0.093 0.705
Si -0.653 8.183 33.471 -0.165 0.242 0.786
Si 2.045 11.017 33.552 -0.163 0.142 0.74
Si 6.616 9.908 0.121 0.198 -0.252 0.681
Si 9.838 12.071 0.105 -0.225 0.098 0.755
Si 12.439 14.683 0.111 -0.083 0.239 0.762
Si 15.237 1.1 0.034 -0.14 0.089 0.781
Si 12.012 4.33 0.068 0.062 -0.182 0.749
Si 7.397 11.155 33.43 -0.185 0.132 0.725
Si 11.986 9.897 0.4 -0.213 -0.094 0.624
Si 14.582 12.422 0.074 0.218 -0.063 0.693
Si 2.7 16.251 1.406 -0.057 -0.028 -0.03
Si 5.453 2.652 1.283 0.018 0.005 -0.08
Si 2.686 5.412 1.134 -0.04 0.009 -0.057
Si 5.519 8.214 1.364 0.006 0.04 -0.065
Si 2.685 10.851 1.384 -0.049 -0.035 -0.042
Si 5.499 13.562 1.735 -0.02 0.017 0.004
Si 8.153 16.304 1.487 0.017 0.009 -0.032
Si 10.859 2.662 1.271 -0.029 -0.012 -0.021
Si 8.155 5.36 1.25 0.004 -0.038 -0.075
Si 10.804 8.155 1.383 -0.035 -0.019 -0.039
Si 8.202 10.978 1.449 0.025 0.015 -0.053
Si 10.917 13.6 1.501 0.03 0 -0.058
Si 13.628 16.297 1.336 0.02 -0.022 -0.046
Si 0.052 2.771 1.211 0.006 0.017 -0.037
Si 13.595 5.52 1.299 0.042 -0.017 -0.014
Si -0.042 8.166 1.285 -0.02 -0.023 -0.023
Si 13.534 11.037 1.651 0.02 -0.009 -0.016
Si -0.049 13.566 1.29 -0.025 -0.012 -0.07
Si 1.391 1.43 2.665 -0.008 -0.015 0.026
Si 4.053 4.071 2.561 -0.001 0.008 -0.005
Si 1.352 6.765 2.618 0.037 0.029 0.017
Si 4.101 9.521 2.75 0.027 0.002 0.027
Si 1.318 12.232 2.695 0.004 0.027 -0.003
Si 4 14.932 2.865 0.014 0.026 0.036
Si 6.774 1.371 2.778 -0.029 -0.007 0.051
Si 9.512 4.035 2.675 -0.001 0.001 0.036
Si 6.833 6.76 2.648 0.027 -0.004 -0.014
Si 9.465 9.495 2.774 0.008 0.046 0.015
Si 6.927 12.247 2.952 0.038 -0.023 0.057
Si 9.541 14.97 2.802 -0.004 -0.014 0.016
Si 12.247 1.353 2.659 0.006 0.009 -0.009
Si 14.957 4.084 2.613 -0.01 -0.012 -0.001
Si 12.254 6.851 2.712 -0.014 -0.012 0.002
Si 14.964 9.529 2.722 0.005 -0.014 0.008
Si 12.205 12.339 2.988 -0.019 0.012 0.065
Si 14.965 14.941 2.728 -0.021 -0.021 0.026
Si 0.014 16.357 4.031 0.011 -0.004 -0.052
Si 2.748 2.754 4.035 0 -0.019 0
Si -0.005 5.428 4.01 0.015 0.016 -0.022
Si 2.719 8.119 4.038 -0.036 -0.007 -0.034
Si 0 10.874 4.087 -0.014 0.01 0.009
Si 2.646 13.555 4.143 -0.002 -0.014 0.002
Si 5.406 16.332 4.135 0.026 0.005 -0.018
Si 8.156 2.733 4.099 0.014 -0.001 -0.018
Si 5.416 5.424 3.976 -0.011 -0.026 -0.009
Si 8.126 8.114 4.099 0.006 0.017 -0.022
Si 5.454 10.858 4.152 -0.021 0.011 -0.034
Si 8.237 13.643 4.239 0 -0.016 0.021
Si 10.915 16.352 4.098 0.021 -0.007 -0.021
Si 13.605 2.729 4.009 0.028 0.021 -0.008
Si 10.887 5.429 4.024 -0.009 -0.012 -0.024
Si 13.61 8.177 4.091 -0.018 0.002 0.001
Si 10.839 10.852 4.17 0.006 0 -0.038
Si 13.634 13.681 4.215 0.004 0.021 0.001
Si 1.354 14.971 16.315 0.013 -0.001 0.004
Si 4.093 17.688 16.369 0.01 -0.001 0.008
Si 1.368 4.075 16.34 0.013 -0.002 -0.002
Si 4.059 6.766 16.264 -0.022 0.015 -0.011
Si 1.351 9.535 16.291 0.005 0.004 -0.004
Si 4.063 12.233 16.291 -0.008 -0.008 0
Si 6.828 15.011 16.306 0.02 0.004 0.008
Si 9.537 17.686 16.357 0.001 -0.019 0.013
Si 6.789 4.038 16.334 -0.014 0.002 0.013
Si 9.51 6.752 16.311 -0.008 0.002 0.001
Si 6.792 9.506 16.264 -0.004 -0.007 0.002
Si 9.551 12.284 16.258 0.014 -0.009 -0.003
Si 12.245 15.008 16.32 0.007 -0.006 0.002
Si -1.39 17.676 16.345 -0.012 0.018 0.007
Si 12.225 4.072 16.368 -0.007 0.005 0.008
Si -1.36 6.79 16.35 -0.017 0.002 0.016
Si 12.265 9.522 16.261 0 0.014 -0.006
Si -1.346 12.249 16.27 0.018 -0.01 -0.005
Si 2.699 16.327 17.693 -0.017 -0.041 0.031
Si 5.454 2.712 17.77 -0.009 0.003 0.038
Si 2.754 5.424 17.688 0.01 0.019 0.02
Si 5.388 8.148 17.591 0.014 0.001 -0.011
Si 2.697 10.881 17.674 0.012 0.01 0.02
Si 5.455 13.614 17.576 -0.013 -0.006 0.007
Si 8.168 16.358 17.736 -0.019 -0.014 0.011
Si 10.894 2.694 17.758 0.003 0.006 0.049
Si 8.143 5.386 17.685 0.038 0.033 0.031
Si 10.946 8.105 17.585 0.015 0.008 -0.004
Si 8.226 10.855 17.544 -0.022 0.02 -0.004
Si 10.833 13.703 17.655 -0.012 -0.004 0.009
Si -2.732 16.325 17.748 -0.018 0.005 0.025
Si -0.016 2.714 17.676 0.032 -0.017 0.001
Si -2.732 5.431 17.729 -0.01 0.007 0.001
Si -0.002 8.199 17.665 0 -0.006 0.05
Si -2.733 10.924 17.608 -0.002 -0.032 0.016
Si 0.011 13.58 17.653 -0.029 0.002 -0.008
Si 1.295 17.668 19.061 0.01 -0.022 -0.01
Si 4.061 4.06 19.13 0.003 0.007 -0.044
Si 1.418 6.852 18.988 0.013 0.033 -0.046
Si 4.08 9.506 18.991 -0.005 -0.018 -0.029
Si 1.347 12.246 19.054 0 -0.01 0.008
Si 4.096 14.926 18.971 0.014 -0.015 -0.028
Si 6.843 17.692 19.165 -0.02 0.031 0.012
Si 9.508 4.053 19.103 -0.015 -0.03 -0.013
Si 6.697 6.762 18.932 -0.033 -0.031 -0.043
Si 9.584 9.458 18.866 0.007 0.014 -0.033
Si 6.889 12.261 18.829 0.039 0.009 -0.069
Si 9.512 15.032 19.137 0.025 -0.015 0.007
Si -4.077 17.664 19.189 -0.019 -0.011 -0.032
Si -1.354 4.056 19.059 -0.023 0.01 0.011
Si -4.084 6.819 19.081 0.001 0.006 -0.003
Si -1.405 9.576 18.992 0.011 0.012 -0.039
Si -4.108 12.327 18.911 0.013 0.009 -0.023
Si -1.345 14.902 19.031 0 -0.016 -0.042
Si 0.022 16.201 20.423 0.04 -0.015 0.043
Si 2.606 19.032 20.457 -0.017 0.048 0.016
Si -0.004 5.517 20.286 -0.017 0.046 0.036
Si 2.742 8.21 20.433 -0.021 0.028 0.064
Si -0.093 10.95 20.394 -0.038 0.008 0.064
Si 2.804 13.537 20.377 0.018 -0.008 0.044
Si 5.414 16.274 20.383 0.008 -0.001 0.044
Si 8.164 19.075 20.609 0.037 0 0.054
Si 5.429 5.475 20.466 -0.016 0.033 0.049
Si 8.172 8.076 20.12 0.037 -0.037 0.005
Si 5.592 10.866 20.129 -0.028 -0.034 0.037
Si 8.115 13.58 20.335 -0.019 0.023 0.061
Si 10.801 16.371 20.64 -0.002 0.07 0.039
Si -2.594 18.996 20.52 -0.016 -0.03 0.04
Si 10.893 5.43 20.437 0.046 0.016 0.023
Si -2.746 8.244 20.411 -0.022 0.015 0.031
Si 10.879 10.911 20.169 0.001 -0.025 0.029
Si -2.806 13.634 20.365 -0.021 0 0.068
Si 1.731 15.146 21.7 -0.126 -0.181 -0.748
Si 3.842 17.452 21.656 0.05 0.089 -0.787
Si 1.457 4.398 21.695 -0.158 -0.358 -0.629
Si 3.813 6.582 21.786 0.3 0.352 -0.629
Si 1.082 9.367 21.631 0.187 0.129 -0.844
Si 4.465 12.299 21.518 -0.209 0.026 -0.639
Si 6.492 14.634 21.675 0.134 0.099 -0.73
Si 9.836 18.116 22.026 -0.342 -0.392 -0.742
Si 6.963 4.364 21.864 -0.135 -0.168 -0.701
Si 9.174 6.561 21.575 0.148 -0.053 -0.69
Si 7.141 9.684 21.402 -0.138 -0.065 -0.652
Si 9.313 11.958 21.515 0.074 0.228 -0.701
Si -3.924 15.129 21.827 -0.272 -0.157 -0.716
Si -1.545 17.263 21.809 0.138 0.213 -0.697
Si -4.138 3.932 21.739 0.159 0.244 -0.763
Si -1.069 7.12 21.606 -0.219 -0.033 -0.803
Si -3.939 9.894 21.608 -0.074 -0.277 -0.715
Si -1.721 12.082 21.713 0.221 0.137 -0.765
Si 5.516 10.796 27.622 0.016 -0.013 -0.055
Si 1.145 11.189 30.624 0.088 0.045 0.036
Si 7.223 17.256 25.936 -0.099 0.029 0.045
Si 10.595 13.613 23.893 0.066 -0.006 -0.116
Si 1.779 14.593 28.753 -0.028 0.01 0.072
Si -1.239 13.639 24.469 -0.015 -0.08 -0.03
Si 10.05 4.888 26.462 -0.076 0.048 -0.134
Si 5.809 13.068 31.624 0.104 -0.108 -0.094
Si -3.793 19.129 29.395 0.216 0.001 -0.029
Si 2.137 16.015 26.083 -0.081 -0.03 0.015
Si 5.511 6.87 31.589 0.044 -0.009 0.145
Si 9.18 7.85 25.797 0.024 0.026 0.075
Si 1.323 4.356 24.709 -0.012 0.081 -0.056
Si 3.183 18.781 25.964 0.096 -0.037 0.032
Si -3.403 10.425 30.875 -0.124 0.021 -0.05
Si 2.818 10.935 23.681 0.009 -0.086 -0.144
Si 7.03 6.864 29.059 0.102 -0.05 -0.083
Si 10.166 12.413 26.668 0.016 -0.018 -0.126
Si 9.803 18.525 25.106 -0.027 0.021 -0.203
Si 1.598 13.722 24.477 0.015 0.074 -0.05
Si -0.267 15.014 30.913 0.078 -0.073 0.065
Si 3.315 4.563 31.506 -0.006 -0.004 0.052
Si -5.02 17.801 31.772 -0.038 0.126 0.089
Si -3.2 5.65 26.652 0.013 0.007 0.003
Si -2.472 13.716 27.009 -0.091 0.006 0.009
Si -0.89 9.114 30.505 -0.025 -0.008 0.169
Si -3.836 5.633 30.636 0.158 0.021 0.107
Si -0.668 18.588 28.944 -0.129 0.014 0.119
Si -1.62 6.62 28.87 -0.056 -0.062 -0.013
Si -1.723 16.6 27.121 0.063 0.03 -0.047
Si 4.123 9.083 25.805 0.01 -0.008 -0.007
Si 7.363 11.845 25.47 -0.057 0.065 0.07
Si 3.926 19.991 28.655 0.08 0.024 -0.002
Si 6.347 18.007 28.808 0.019 -0.011 0.009
Si -4.713 17.481 27.194 -0.056 0.026 -0.06
Si -6.365 15.172 30.916 0.092 -0.061 0.043
Si -0.605 4.539 27.108 0.001 0.068 -0.052
Si -5.573 10.552 28.901 0.061 0.013 0.053
Si -5.327 8.094 23.514 -0.008 0.041 0.063
Si 7.832 14.729 24.39 -0.012 -0.051 -0.043
Si 7.129 15.662 30.721 -0.159 0.051 0.16
Si 6.882 9.084 24.281 -0.055 0.089 -0.085
Si 7.887 4.13 28.293 -0.182 0.089 -0.007
Si -0.626 13.091 28.976 0.001 -0.048 -0.005
Si 3.711 12.418 29.572 -0.102 0.033 0.006
Si -5.203 8.197 30.563 -0.138 0.163 0.131
Si -5.285 14.737 28.202 0.095 0.063 -0.021
Si 5.72 5.485 26.976 -0.023 0.011 -0.008
Si 8.252 9.399 28.384 -0.016 0.058 0.02
Si -3.027 6.012 23.615 0.017 -0.104 -0.022
Si 3.788 6.414 24.849 -0.039 0.062 -0.135
Si 0.202 17.798 31.605 0.13 -0.1 0.167
Si -0.619 16.645 24.544 0.05 0.023 -0.094
Si 5.454 18.912 24.008 -0.016 0.136 -0.126
Si 1.326 14.983 5.449 -0.003 0.008 -0.013
Si 4.065 1.398 5.453 -0.009 -0.001 0
Si 1.36 4.091 5.392 0.008 0.005 -0.007
Si 4.078 6.767 5.397 0.013 0.006 -0.003
Si 1.374 9.498 5.418 0.014 0.016 -0.013
Si 4.067 12.225 5.473 0.017 0.005 0.004
Si 6.79 14.988 5.497 -0.001 0.01 0.004
Si 9.527 1.377 5.448 -0.011 -0.015 -0.005
Si 6.775 4.101 5.408 -0.015 0.012 -0.008
Si 9.532 6.776 5.422 0.013 0.005 -0.005
Si 6.786 9.471 5.486 0.006 0 -0.006
Si 9.54 12.227 5.556 0.015 0.013 0.001
Si 12.25 15.026 5.518 0.011 0.004 0.016
Si 14.961 1.379 5.398 -0.021 -0.014 -0.009
Si 12.25 4.081 5.395 -0.013 -0.006 -0.012
Si 14.972 6.785 5.408 0.014 -0.003 -0.012
Si 12.249 9.512 5.475 -0.001 -0.004 0.015
Si 14.978 12.237 5.48 0.002 -0.016 -0.005
Si 2.707 16.336 6.796 0.01 0.003 0.004
Si 5.437 2.746 6.799 0.001 -0.014 0.005
Si 2.716 5.431 6.774 -0.005 0.003 0.004
Si 5.417 8.115 6.808 0 0.017 0.004
Si 2.716 10.853 6.812 0.011 -0.012 -0.001
Si 5.426 13.602 6.823 -0.007 -0.002 0
Si 8.168 16.345 6.826 -0.009 -0.004 0
Si 10.894 2.74 6.789 0.013 -0.001 0.001
Si 8.15 5.441 6.783 -0.01 0.007 -0.005
Si 10.879 8.138 6.803 0.013 -0.005 -0.004
Si 8.141 10.854 6.846 -0.005 0.007 -0.014
Si 10.91 13.616 6.859 0.011 -0.024 -0.005
Si 13.624 16.378 6.831 -0.028 0 0.005
Si 0.005 2.73 6.763 0.01 -0.007 0.002
Si 13.605 5.434 6.771 -0.001 0.004 0.002
Si 0.003 8.149 6.779 -0.001 -0.005 0
Si 13.605 10.881 6.827 -0.011 0.006 0.006
Si 0 13.615 6.829 -0.016 0.005 -0.007
Si 1.349 1.374 8.151 -0.011 -0.011 0.001
Si 4.069 4.087 8.157 0.005 0.006 0.01
Si 1.362 6.794 8.143 0.015 0.01 -0.002
Si 4.076 9.497 8.167 -0.008 -0.004 0.004
Si 1.368 12.239 8.163 0.008 0.01 -0.007
Si 4.067 14.975 8.163 0.016 -0.001 -0.002
Si 6.796 1.384 8.164 0.012 0.01 0.002
Si 9.518 4.087 8.146 -0.006 -0.007 -0.006
Si 6.799 6.786 8.166 -0.004 0.002 0.005
Si 9.525 9.5 8.176 0 0.004 -0.003
Si 6.785 12.235 8.181 -0.009 -0.015 0
Si 9.52 14.972 8.183 -0.006 -0.011 -0.007
Si 12.244 1.397 8.174 0.02 -0.001 0.011
Si -1.354 4.081 8.137 -0.008 -0.003 -0.003
Si 12.248 6.784 8.15 -0.013 0.007 0.001
Si -1.35 9.506 8.158 -0.006 0.014 -0.005
Si 12.26 12.243 8.198 0.011 0.016 0.007
Si -1.359 14.98 8.178 -0.008 -0.015 0.003
Si 0.004 16.338 9.529 0.009 0.002 -0.002
Si 2.713 2.724 9.517 0.006 -0.001 0.002
Si 0.001 5.436 9.506 0 -0.002 -0.005
Si 2.714 8.145 9.52 0 0.011 0.003
Si 0.004 10.878 9.514 -0.008 0.002 -0.003
Si 2.719 13.606 9.523 0.008 -0.005 0.003
Si 5.436 16.333 9.516 -0.005 -0.011 -0.003
Si 8.164 2.733 9.517 -0.006 -0.006 0.002
Si 5.434 5.434 9.522 0.006 -0.004 0.005
Si 8.159 8.147 9.53 -0.004 0.005 0.003
Si 5.431 10.867 9.529 -0.001 0.008 0
Si 8.155 13.601 9.528 -0.002 -0.002 -0.006
Si 10.886 16.339 9.523 0.003 -0.003 -0.005
Si 13.612 2.742 9.527 -0.011 0.006 0.006
Si 10.882 5.438 9.514 0.013 0.013 -0.007
Si 13.601 8.15 9.513 0.003 -0.007 -0.004
Si 10.882 10.874 9.531 0 0.003 -0.006
Si 13.611 13.616 9.54 -0.006 -0.01 0.011
Si 1.363 14.972 10.883 -0.007 -0.002 0.001
Si 4.073 17.684 10.88 0.004 -0.001 0.003
Si 1.354 4.08 10.88 -0.002 0.001 0.001
Si 4.075 6.79 10.882 0.003 0.005 -0.003
Si 1.36 9.516 10.871 0.01 -0.007 -0.005
Si 4.078 12.243 10.879 0.001 -0.003 0.001
Si 6.796 14.97 10.877 0 -0.004 -0.001
Si 9.52 17.692 10.877 0 0.002 -0.005
Si 6.798 4.079 10.878 -0.001 0.006 -0.005
Si 9.526 6.791 10.884 -0.007 -0.005 0.002
Si 6.799 9.512 10.885 -0.001 0.015 0.004
Si 9.519 12.241 10.884 0.001 -0.004 0.004
Si 12.244 14.98 10.884 0 -0.013 -0.001
Si -1.355 17.697 10.889 -0.011 -0.011 0
Si 12.242 4.089 10.883 -0.003 0.002 0.004
Si -1.363 6.788 10.87 0.001 0.011 -0.001
Si 12.245 9.511 10.881 0.004 0.008 0.002
Si -1.348 12.242 10.878 0.007 0.004 -0.003
Si 2.718 16.329 12.251 0.005 -0.01 0.003
Si 5.44 2.719 12.236 0.014 0.005 -0.002
Si 2.715 5.432 12.244 0.003 0.002 0.005
Si 5.439 8.146 12.238 -0.005 0.001 0.003
Si 2.718 10.879 12.228 -0.004 0.008 0.003
Si 5.435 13.613 12.236 0 -0.01 -0.005
Si 8.16 16.331 12.232 -0.005 -0.007 -0.002
Si 10.881 2.725 12.235 0.004 -0.009 -0.003
Si 8.166 5.426 12.237 -0.003 0.005 0.002
Si 10.887 8.152 12.245 0.002 0.006 -0.001
Si 8.157 10.881 12.242 -0.004 -0.01 0.003
Si 10.884 13.613 12.231 -0.001 0.005 0.004
Si -2.721 16.341 12.245 0.001 0 0.005
Si 0.003 2.727 12.26 0.006 0.005 -0.001
Si -2.716 5.437 12.248 -0.005 0.006 -0.001
Si 0 8.15 12.22 -0.01 0.001 -0.005
Si -2.709 10.879 12.228 -0.002 0.014 0
Si -0.001 13.613 12.235 0.005 -0.014 0.003
Si 1.362 17.686 13.624 -0.003 -0.007 0.002
Si 4.077 4.067 13.599 0.009 -0.007 -0.002
Si 1.342 6.79 13.593 -0.005 0.021 -0.004
Si 4.07 9.508 13.582 0.008 0.014 -0.002
Si 1.364 12.252 13.579 0.002 0.001 -0.006
Si 4.085 14.974 13.608 -0.003 -0.005 0.009
Si 6.803 17.687 13.598 -0.006 -0.008 -0.005
Si 9.516 4.063 13.604 -0.001 0.012 -0.004
Si 6.802 6.778 13.59 0.017 -0.002 -0.002
Si 9.522 9.517 13.594 -0.017 0.017 0.013
Si 6.794 12.253 13.59 -0.005 0.014 0.008
Si 9.53 14.982 13.587 0.004 -0.022 -0.005
Si 12.239 17.702 13.605 -0.016 0.005 -0.006
Si -1.363 4.08 13.623 -0.01 0.005 0.001
Si 12.241 6.787 13.61 0.008 0.001 0.01
Si -1.35 9.51 13.577 0.019 -0.02 -0.009
Si 12.259 12.257 13.576 0.007 -0.024 -0.004
Si -1.361 14.977 13.594 -0.011 0.003 -0.005
Si -0.018 16.33 14.972 -0.003 -0.01 0.002
Si 2.734 2.717 14.987 0.002 0.019 0.002
Si 0.001 5.436 14.982 0.01 0.005 -0.003
Si 2.699 8.153 14.938 0.006 -0.025 -0.001
Si 0.006 10.885 14.919 -0.019 0.005 -0.004
Si 2.712 13.61 14.949 -0.003 -0.009 -0.001
Si 5.441 16.35 14.967 0.012 -0.011 -0.003
Si 8.166 2.702 14.977 0.001 0.003 -0.006
Si 5.451 5.409 14.95 -0.002 0.017 -0.002
Si 8.166 8.132 14.942 -0.006 0.01 0.003
Si 5.426 10.877 14.929 -0.003 -0.005 0.003
Si 8.161 13.631 14.932 -0.007 -0.003 0.007
Si 10.88 16.346 14.959 0.009 0.007 -0.01
Si -2.733 2.729 14.987 -0.012 -0.015 -0.002
Si 10.88 5.408 14.963 -0.008 -0.006 0.003
Si -2.692 8.143 14.944 -0.008 0.027 0.005
Si 10.902 10.896 14.92 0.01 0.015 -0.003
Si -2.724 13.628 14.954 -0.002 -0.009 0.005
O -6.693 14.098 32.078 -0.385 -0.322 -0.35
O 9.929 13.714 27.611 -0.506 0.214 0.075
O 9.123 10.586 29.099 -0.443 0.608 0.429
O -0.438 5.755 28.176 0.438 0.005 0.308
O 0.469 7.053 33.089 -0.035 0.073 -0.57
O 11.066 19.168 22.194 0.039 0.019 0.218
O 0.039 8.207 22.127 -0.027 0.06 0.51
O -4.171 7.039 23.159 0.105 -0.136 -0.424
O -0.545 18.789 32.602 0.1 0.189 -0.182
O 4.368 9.71 27.264 -0.53 -0.392 0.49
O 0.695 13.548 28.155 0.053 -0.283 -0.565
O 8.103 5.497 22.245 0.074 0.161 0.324
O -2.826 16.297 22.188 0.046 0.212 0.234
O -0.723 17.564 23.21 0.207 0.373 0.237
O -3.488 4.545 23.115 0.165 -0.33 0.455
O 8.616 4.476 33.093 0.071 0.103 -0.479
O 3.209 15.414 33.21 0.189 -0.111 -0.242
O -4.456 14.371 23.201 0.148 -0.015 0.365
O 2.694 5.417 21.946 -0.016 -0.208 0.185
O 4.494 19.398 25.227 0.02 0.392 0.295
O 5.423 13.475 22.148 0.132 0.195 0.426
O 8.61 15.509 30.099 0.211 0.004 -0.411
O -6.338 8.293 31.74 -0.335 -0.131 -0.355
O 8.253 10.779 21.905 -0.079 -0.191 0.247
O -1.622 6.398 22.949 0.233 -0.327 0.45
O -0.313 14.119 32.272 0.421 -0.56 0.001
O -1.277 12.792 23.102 0.143 -0.073 0.1
O -0.039 19.528 27.799 0.669 -0.196 -0.308
O 2.778 16.318 22.175 0.099 -0.041 0.235
O 1.436 11.602 32.16 -0.076 0.565 -0.25
O -3.254 16.872 27.414 -0.076 -0.333 0.447
O -5.397 12.853 25.292 0.49 -0.243 0.052
O -1.3 15.225 24.16 -0.516 -0.02 -0.204
O 6.367 17.42 27.295 -0.128 -0.216 -0.235
O 6.491 17.876 24.644 0.119 -0.254 -0.126
O -1.252 14.337 29.826 -0.637 0.325 -0.172
O 1.226 14.477 23.089 -0.206 -0.048 -0.135
O -1.782 12.597 27.969 -0.057 -0.658 -0.074
O 7.281 16.127 32.27 0.165 -0.085 0.068
O 0.139 4.82 25.707 -0.305 0.154 -0.24
O 8.928 8.919 26.984 0.135 0.188 -0.049
O 6.538 8.921 22.713 -0.406 -0.485 0.133
O 4.046 11.221 22.676 0.359 -0.482 -0.082
O -1.234 8.657 32.025 -0.49 -0.066 -0.042
O 2.46 11.408 29.722 -0.044 -0.412 -0.392
O 6.844 6.273 32.278 0.23 0.132 -0.077
O -5.149 17.849 25.679 0.424 0.002 -0.354
O -3.939 8.939 31.262 0.159 -0.24 0.468
O 5.017 18.879 29.079 0.003 -0.293 0.516
O -2.173 19.08 29.321 0.056 0.065 0.2
O 3.181 9.915 33.116 -0.041 0.008 -0.232
O 7.448 10.578 24.491 0.418 0.263 -0.168
O 2.339 12.369 24.151 0.173 0.1 0.282
O -2.791 6.785 27.743 -0.476 0.408 0.044
O 7.295 13.229 24.655 -0.156 0.014 -0.125
O -4.805 9.5 22.939 -0.125 0.435 0.328
O 3.086 4.109 29.971 -0.549 -0.171 -0.258
O 1.212 15.077 30.211 0.349 0.447 0.142
O -5.358 8.948 29.116 0.24 -0.495 -0.477
O 2.538 5.411 24.813 -0.061 0.128 0.219
O 8.695 11.834 26.375 0.078 -0.119 0.198
O -2.445 13.202 25.471 -0.513 -0.51 -0.129
O 9.442 14.716 24.183 0.169 0.455 -0.084
O -2.229 20.606 33.316 0.021 0.025 -0.535
O 4.421 12.537 31.012 -0.276 -0.06 0.407
O 3.925 19.64 32.33 -0.009 -0.393 -0.347
O 0.801 4.188 23.183 -0.618 0.006 -0.075
O -0.777 17.102 28.318 0.347 -0.327 0.206
O 9.691 7.56 22.742 -0.222 0.074 0.144
O 9.436 17.956 23.619 -0.269 -0.323 0.316
O -4.246 4.206 30.038 -0.603 -0.132 -0.081
O 4.175 6.928 23.35 0.152 0.441 0.053
O 5.109 5.745 25.516 0.244 -0.232 -0.354
O 1.862 19.226 25.159 -0.351 -0.365 0.004
O 5.029 8.225 32.306 0.335 0.292 -0.387
O -1.451 17.363 25.724 -0.16 0.64 0.002
O 6.447 14.191 30.648 0.168 0.004 -0.625
O -2.345 15.418 33.328 0.026 -0.027 -0.541
O -3.978 5.794 32.232 -0.4 0.189 -0.125
O 7.623 5.37 29.321 0.132 -0.135 0.474
O -5.291 11.279 27.474 0.393 -0.122 -0.332
O -3.901 14.151 27.59 0.158 -0.161 0.198
O 9.27 6.287 26.213 -0.237 0.001 -0.1
O 9.399 4.198 27.767 0.584 -0.048 0.366
O -0.956 7.978 29.377 0.146 0.216 -0.385
O -4.729 5.223 26.767 0.145 -0.267 0.177
O 3.363 7.663 25.797 -0.517 -0.041 0.326
O 5.559 8.858 25.135 0.093 -0.193 0.071
O -2.314 5.936 30.167 0.331 -0.257 0.41
O 4.518 18.147 22.949 -0.092 -0.044 0.166
O 6.406 6.851 27.549 0.043 0.338 -0.422
O 6.87 4.326 27.012 0.095 -0.502 -0.425
O -5.91 16.474 31.746 -0.331 -0.003 0.173
O 6.802 11.854 32.061 0.341 -0.157 -0.625
O 1.929 15.793 27.68 0.178 0.256 0.262
O -5.637 16.258 27.743 -0.45 0.127 0.18
O -0.721 16.506 31.303 -0.855 0.152 -0.139
O 3.195 13.847 29.007 0.249 0.158 0.035
O 8.144 8.021 29.24 0.331 -0.18 0.427
O 3.269 10.136 24.971 -0.299 0.173 0.414
O 5.4 13.8 32.977 0.524 0.028 0.171
O 8.623 18.043 26.106 0.012 -0.1 0.332
O 5.802 18.067 33.155 0.054 -0.096 -0.556
O 0.19 13.367 25.182 -0.08 -0.139 0.518
O 1.651 10.099 22.963 -0.112 0.126 0.466
O 0.358 18.569 30.193 0.456 0.463 -0.002
O -4.619 18.874 28.021 -0.247 0.486 -0.223
O -4.559 11.197 30.005 0.037 0.567 0.138
O 6.353 16.778 29.854 -0.225 -0.12 0.113
O -5.731 8.231 25.069 0.383 0.123 0.424
O 7.148 15.271 23.026 0.011 0.464 0.092
O 6.772 10.002 28.233 -0.121 -0.248 0.236
O 3.258 17.166 25.937 0.496 -0.236 -0.174
O -2.212 4.377 26.877 -0.16 -0.657 -0.135
O -3.076 11.221 32.228 0.434 -0.099 -0.245
O -1.496 15.016 27.006 0.543 -0.158 0.111
O 2.578 14.603 25.42 0.373 -0.041 0.126
O 1.578 17.295 32.299 0.276 0.384 -0.361
O -0.087 12.066 30.082 -0.374 -0.006 0.21
O -5.273 14.683 29.827 0.526 -0.097 0.197
O 8.488 10.02 32.961 -0.198 0.028 -0.098
O 7.948 7.988 24.77 -0.097 -0.455 -0.361
O 4.592 5.018 28.047 -0.161 0.432 -0.03
O -2.016 10.212 30.082 0.155 0.45 -0.448
O 1.958 5.079 32.227 -0.571 -0.259 -0.461
O 0.844 16.458 25.209 0.037 0.155 -0.218
O 4.346 5.782 31.645 0.096 -0.083 -0.086
O 7.461 15.688 25.626 -0.15 -0.354 0.329
O 4.859 11.843 28.625 0.359 0.058 -0.083
O 10.014 12.502 22.877 0.281 -0.261 0.462
O -3.821 17.611 32.818 0.347 0.49 -0.193
O -2.875 6.197 25.187 0.082 0.205 -0.004
O 3.036 19.34 27.475 -0.518 -0.224 0.103
O 9.927 3.834 25.214 -0.033 0.185 -0.373
O 7.605 19.025 29.006 0.403 -0.23 0.591
O 5.831 7.205 30.063 -0.339 0.274 -0.356
O -5.928 19.059 32.225 -0.059 0.206 -0.535
O -2.81 10.941 22.142 0.125 0.154 0.535
O 0.628 9.667 30.511 0.35 -0.304 0.019
O 6.029 11.667 26.358 -0.519 0.508 -0.276
O -4.95 12.674 33.242 0.189 0.114 -0.494
O -4.327 17.953 30.347 -0.047 -0.477 -0.156
O 6.246 3.791 23.236 -0.214 0.104 0.393
O -4.92 6.693 30.095 -0.282 -0.284 -0.317

Results
total energy: -101653.929 eV
total energy less fixed offsets of O -438.35, Si -107.03 eV per atom: -0.729 eV
